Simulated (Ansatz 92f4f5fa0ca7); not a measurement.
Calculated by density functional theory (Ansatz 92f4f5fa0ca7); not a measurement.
Periodic cell of 223 atoms, Si132O89H2, from a study of silicon, its oxide and their interface. The atomic structure is a simulated model.
Doubt: the cutoff is far below the 930 eV that the study's wrapper takes by default for these files, so forces and energies are approximate.
This geometry differs little from another in the collection (a relaxation step or a small displacement).

Settings: functional PBE; potential files Ansatz PAW; basis plane waves; wave-function cutoff 580 eV; density cutoff ratio 5; exchange-correlation grid ratio 1; k mesh 1 x 1 x 1, Gamma-centred; self-consistency stop 5e-08 eV per atom in the density residual; occupations fixed; spin none; net charge 0.

Cell vectors (angstrom)
a	10.938	0	0
b	0	10.938	0
c	0	0	32.6167

Atoms and the computed forces on them: element, x, y, z (angstrom), force x, y, z (eV/angstrom)
Si	-0.2204	0.3011	25.216	-0.0874	0.0988	-0.0558
Si	5.7354	-0.2442	25.2039	0.0905	-0.1136	-0.047
Si	2.4977	3.0093	25.1101	-0.1146	0.1137	-0.0625
Si	8.4866	2.5301	25.1717	0.093	-0.0579	-0.0071
Si	0.253	5.2644	25.072	0.0849	-0.1054	-0.0339
Si	5.2656	5.7306	25.0987	-0.0903	0.112	-0.0449
Si	3.0245	7.9813	25.1383	0.1155	-0.114	-0.0573
Si	7.9713	8.4606	25.1653	-0.1263	0.0731	-0.0349
Si	1.3808	1.4351	26.4919	-0.0503	0.0425	0.0255
Si	6.8729	1.3803	26.466	0.048	-0.0341	0.0354
Si	4.1067	4.1365	26.4165	-0.0321	0.0495	0.0347
Si	9.6237	4.1301	26.4607	0.0439	-0.0552	0.0186
Si	1.3977	6.8387	26.418	0.0394	-0.0448	0.0308
Si	6.8324	6.8551	26.4671	-0.0341	0.0699	0.0215
Si	4.1331	9.556	26.4984	0.0693	-0.0335	0.0188
Si	9.573	9.6004	26.4662	-0.0374	0.0429	0.0411
Si	2.7356	0.0061	27.8177	-0.0012	0.0031	0.0024
Si	8.2063	0.0039	27.8625	-0.0029	0.0011	-0.0464
Si	0.0022	2.7566	27.8737	-0.0055	0.0094	-0.0587
Si	5.4622	2.7451	27.7981	0.0081	-0.0038	-0.0077
Si	2.737	5.471	27.8334	-0.0013	0.0038	-0.0336
Si	8.2086	5.4713	27.8114	-0.0001	0.0009	-0.0106
Si	0.0093	8.1988	27.7983	-0.002	0.0077	-0.0073
Si	5.4767	8.1933	27.876	0	-0.0108	-0.0599
Si	4.1018	1.3673	29.1985	0.0468	0.0571	-0.1626
Si	9.5708	1.3673	29.1985	0.0164	0.0417	0.2434
Si	1.3673	4.1018	29.1985	0.1269	0.1548	0.2599
Si	6.8362	4.1018	29.1985	-0.0209	-0.0095	-0.2065
Si	4.1018	6.8362	29.1985	-0.0835	-0.1002	0.2198
Si	9.5708	6.8362	29.1985	0.0538	0.034	-0.1866
Si	1.3673	9.5708	29.1985	-0.0244	-0.0221	-0.1806
Si	6.8362	9.5708	29.1985	0.0413	0.0249	0.2804
Si	0	0	30.5657	-0.0203	0.0385	-0.0104
Si	5.469	0	30.5657	0.0367	-0.0109	-0.0095
Si	2.7345	2.7345	30.5657	-0.0171	0.0446	-0.0126
Si	8.2035	2.7345	30.5657	0.027	-0.0322	-0.0075
Si	0	5.469	30.5657	0.0533	-0.0059	-0.0082
Si	5.469	5.469	30.5657	-0.0312	0.0237	-0.0098
Si	2.7345	8.2035	30.5657	0.0441	-0.0245	-0.0094
Si	8.2035	8.2035	30.5657	0.0009	0.0517	-0.0116
Si	1.3673	1.3673	31.933	0.0321	-0.0155	-0.0107
Si	6.8362	1.3673	31.933	-0.0215	0.0175	-0.0196
Si	4.1018	4.1018	31.933	0.0306	-0.0331	-0.0123
Si	9.5708	4.1018	31.933	-0.0083	0.0301	-0.0306
Si	1.3673	6.8362	31.933	-0.0467	0.0204	-0.0203
Si	6.8362	6.8362	31.933	0.0109	-0.0222	-0.0151
Si	4.1018	9.5708	31.933	-0.0307	0.0125	-0.0205
Si	9.5708	9.5708	31.933	0.0068	-0.0287	-0.0102
Si	2.7345	0	0.6835	0.0168	-0.0017	0.0245
Si	8.2035	0	0.6835	-0.0029	0.0242	0.023
Si	0	2.7345	0.6835	-0.0527	0.029	0.0001
Si	5.469	2.7345	0.6835	0.0174	-0.0085	0.0297
Si	2.7345	5.469	0.6835	0.0014	0.0095	0.0199
Si	8.2035	5.469	0.6835	0.0323	-0.0371	0.0167
Si	0	8.2035	0.6835	0.0242	-0.0062	0.031
Si	5.469	8.2035	0.6835	-0.0095	0.0105	0.004
Si	4.1018	1.3673	2.0507	-0.0776	-0.0104	0.0005
Si	9.5708	1.3673	2.0507	0.0612	0.0055	0.0013
Si	1.3673	4.1018	2.0507	-0.0153	-0.0541	0.0058
Si	6.8362	4.1018	2.0507	-0.0259	0.041	-0.006
Si	4.1018	6.8362	2.0507	0.0639	0.0107	0.0085
Si	9.5708	6.8362	2.0507	-0.0496	-0.0066	0.0057
Si	1.3673	9.5708	2.0507	-0.0178	-0.0003	0.0157
Si	6.8362	9.5708	2.0507	-0.027	-0.0701	0.0168
Si	0	0	3.418	-0.069	0.1406	-0.093
Si	5.469	0	3.418	-0.1179	-0.1423	0.21
Si	2.7345	2.7345	3.418	-0.1811	-0.3148	-0.2617
Si	8.2035	2.7345	3.418	-0.0123	-0.0785	0.0813
Si	0	5.469	3.418	-0.0526	-0.0154	0.0332
Si	5.469	5.469	3.418	0.2228	0.1358	-0.3816
Si	2.7345	8.2035	3.418	0.1163	0.1962	0.0421
Si	8.2035	8.2035	3.418	-0.0532	-0.0852	-0.0591
Si	1.3684	1.3462	4.802	0.0049	-0.0035	0.0245
Si	6.8399	1.3426	4.7947	-0.0142	-0.025	0.0558
Si	4.112	4.09	4.6962	0.0029	-0.0097	0.0789
Si	9.5734	4.0897	4.7908	-0.0065	0.0193	0.0108
Si	1.3652	6.856	4.7656	0.0286	0.0151	0.0473
Si	6.8363	6.8248	4.7891	-0.0079	0.0121	0.018
Si	4.0868	9.5724	4.844	-0.0186	-0.0011	0.0204
Si	9.544	9.5946	4.7661	0.0148	-0.0004	0.0522
Si	2.6955	-0.0293	6.2646	-0.0336	0.0159	-0.0315
Si	8.1328	-0.0602	6.2143	-0.0193	-0.038	-0.0465
Si	-0.0352	2.7038	6.1631	0.0433	0.0005	-0.0185
Si	5.4225	2.7119	6.0823	-0.025	0.0326	-0.0479
Si	2.7542	5.4465	6.0328	0.0016	-0.0467	-0.0482
Si	8.2142	5.4423	6.1654	-0.043	-0.039	-0.0352
Si	0.0235	8.26	6.1121	-0.0321	0.0321	-0.0658
Si	5.4244	8.1477	6.199	0.0565	-0.0226	-0.0144
Si	3.7952	1.6885	7.4465	-0.0337	0.0634	0.0354
Si	9.7555	1.0833	7.4564	0.0331	-0.1193	0.0731
Si	1.5817	3.9397	7.3533	0.0949	-0.0497	0.0291
Si	6.5928	4.2364	7.4036	-0.0819	0.0454	0.0296
Si	4.3309	6.4521	7.4419	0.0752	-0.0764	0.0558
Si	9.3773	7.1138	7.3538	-0.0476	0.124	0.1058
Si	1.0691	9.7711	7.621	-0.0705	0.0567	0.0895
Si	7.0075	9.2213	7.5653	0.054	0.0033	0.0318
O	1.367	4.1208	24.5854	0.0082	-0.0141	0.0566
O	6.8454	9.5782	24.6591	-0.0017	0.0027	0.0649
O	2.6738	2.8222	7.8923	-0.0284	0.0184	-0.0419
O	8.2272	8.1665	7.8711	0.0035	-0.0223	-0.0441
O	5.5068	5.378	7.8866	-0.0039	-0.0016	-0.0518
O	-0.0561	-0.0077	7.9746	0.0335	-0.0064	-0.053
O	4.1383	6.8578	24.6085	-0.0024	0.0039	0.0602
O	9.5877	1.3918	24.6585	0.0272	-0.0164	0.0588
O	1.4768	9.1179	9.0981	-0.0039	-0.004	-0.0586
O	1.1139	4.822	8.6688	-0.0143	-0.0026	-0.046
O	9.0502	1.6451	8.8327	-0.001	0.0326	-0.0604
O	6.378	9.4846	9.0758	-0.0069	-0.0226	-0.0496
O	4.4386	1.2246	8.8846	-0.0051	0.0097	-0.0395
O	3.6307	6.8371	8.8675	0.0074	-0.0041	-0.056
O	7.0804	3.4503	8.776	0.0189	0.0003	-0.0393
O	10.1593	6.7355	8.756	0.0062	-0.0314	-0.064
O	3.1706	2.3481	23.7561	0.0031	-0.0038	0.0602
O	5.0403	0.4161	23.874	-0.0103	0.0072	0.053
O	7.8778	3.2444	23.8228	-0.0146	0.0089	0.0329
O	10.5438	5.9336	23.7019	-0.0055	0.0122	0.0454
O	8.6109	7.7888	23.8085	0.0121	-0.0078	0.0458
O	2.3889	8.6767	23.7874	-0.0067	0.0088	0.0592
O	5.9441	5.0985	23.7299	0.0077	-0.0129	0.0461
O	0.5186	10.61	23.8956	0.0039	-0.0012	0.0567
Si	2.1645	9.4438	10.5512	0.0059	0.0266	0.0614
Si	2.9311	14.0476	12.2553	-0.006	-0.0007	-0.0023
Si	5.2755	5.0519	12.2789	0.0035	-0.0119	0.0191
Si	3.9051	1.1293	22.9568	0.0141	-0.002	-0.0841
Si	8.0892	7.3276	16.8856	0.006	-0.0001	-0.0048
Si	7.66	3.1474	12.3001	-0.0261	-0.0173	0.0444
Si	-3.1199	12.3832	16.5719	0.0124	0.0192	0.0054
Si	12.8457	12.1812	14.5403	0.0001	-0.0205	-0.0303
Si	1.2441	5.2196	11.7053	0.0392	-0.0257	0.0386
Si	8.264	11.2253	12.4423	0.0025	-0.012	0.0098
Si	5.8597	3.354	18.0393	0.0255	-0.0237	0.0219
Si	3.7362	10.1435	17.7865	0.001	0.0008	-0.0313
Si	12.2607	9.3973	13.4585	0.0139	0.0101	-0.0001
Si	3.6245	6.9276	10.4867	0.003	0.0162	0.0928
Si	6.4868	9.9201	10.6368	0.0161	-0.0041	0.0669
Si	1.6664	9.9013	22.9934	-0.01	-0.0011	-0.0963
Si	3.9354	4.5114	15.9665	0.0065	0.0111	-0.0098
Si	3.9203	10.0897	14.7239	0.0067	0.0038	-0.0262
Si	5.9134	6.5267	14.9202	-0.0052	0.0048	-0.0529
Si	7.1649	4.3866	22.9042	-0.004	-0.01	-0.0803
Si	11.8436	4.8733	14.8528	-0.0009	0.0013	-0.0522
Si	8.5484	3.084	9.3879	-0.0143	-0.026	0.1049
Si	6.8201	9.9839	17.9594	0.015	0.0215	0.0067
Si	8.4651	0.2825	20.437	-0.0044	0.0037	-0.0082
Si	10.8341	7.6946	15.6848	0.0147	0.0107	-0.0281
Si	1.0244	9.1104	18.2084	-0.0372	-0.0062	0.0082
Si	4.0531	0.8624	10.4216	-0.0007	-0.0146	0.0901
Si	9.1462	3.4161	14.9533	-0.0104	0.0065	-0.0487
Si	6.06	2.2006	20.9688	0.0155	-0.0069	-0.0386
Si	9.3289	6.6616	22.8746	0.0015	0.009	-0.0818
Si	10.4672	8.8652	20.9687	-0.0084	0.0111	-0.0345
Si	10.6409	5.3037	9.3277	-0.0015	0.0087	0.1053
Si	-2.3839	4.7084	17.8636	-0.0018	-0.0209	-0.0042
Si	1.4072	1.0534	17.5087	-0.0226	-0.0113	-0.015
Si	9.9687	13.2349	18.7935	-0.0183	-0.0151	0.0011
Si	6.404	-1.6919	13.3869	0.0256	0.0229	-0.0433
O	9.602	14.8345	18.8417	-0.0029	0.0045	-0.0032
O	4.4603	4.0425	17.4923	-0.0119	0.0067	-0.0117
O	13.1911	6.3399	11.1171	-0.0163	-0.015	-0.0251
O	7.8341	-0.8942	13.5253	-0.0135	-0.0094	-0.0013
O	3.8519	4.3809	12.7028	-0.0026	-0.0022	0.0071
O	8.5924	12.8063	15.1911	-0.0041	0.0016	0.0217
O	9.585	12.3957	20.1404	0.0117	0.0169	-0.0016
O	5.295	10.9585	10.9814	-0.0128	0.0134	-0.0347
O	-8.8389	13.4116	13.5127	-0.0066	-0.0071	0.0164
O	-0.1867	5.4285	10.9513	-0.0086	0.0051	-0.0506
O	6.4692	2.3735	16.8459	0.008	-0.0054	-0.0044
O	8.2427	5.5219	22.424	0.0006	0.0005	0.0438
O	2.636	10.9998	10.5245	-0.0143	0	-0.039
O	0.569	10.6013	17.7016	0.0097	0.0095	-0.0025
O	-3.71	10.8603	16.6227	-0.0053	0.0058	0.0053
O	11.2328	8.446	14.2823	-0.0085	-0.0077	0.0134
O	8.9835	1.6314	17.6838	-0.016	-0.0032	-0.021
O	11.785	8.1315	16.9289	0.0073	-0.0058	-0.0005
O	2.7817	0.0423	22.4928	-0.0038	-0.0021	0.0506
O	1.1577	9.2126	11.8416	0.0018	-0.0004	-0.006
O	6.5641	3.6262	21.5938	0.0071	0.0158	0.0489
O	8.8102	6.3169	17.9626	-0.006	0.007	0.0021
O	-3.7901	8.4248	17.6338	-0.001	-0.0158	0.0022
O	4.0138	9.571	16.2682	-0.0062	-0.0024	0.0329
O	0.9149	-1.6406	21.6971	0.0214	0.018	0.0612
O	7.9173	10.6469	10.934	0.0083	0.0176	-0.0153
O	3.8802	13.0644	11.4136	0.0034	-0.0036	-0.0283
O	7.303	1.607	12.6891	0.0163	0.0131	-0.0112
O	12.1959	12.5574	15.9825	-0.0001	0.0046	0.013
O	11.0381	6.0928	15.5635	-0.0077	0.0023	0.0163
O	2.3003	4.5754	15.6991	0.0056	-0.0021	0.0181
O	1.7528	14.6554	11.3093	-0.013	0.0184	-0.0105
O	0.9919	10.9783	13.8609	0.0065	-0.0061	-0.0006
O	9.2642	8.0406	15.9989	-0.0018	0.0012	0.0021
O	6.0796	8.0745	14.4593	-0.0074	-0.0075	0.0146
O	6.3301	3.9307	11.7754	0.0091	0.0054	-0.0203
O	6.0477	5.7004	13.544	0.0027	0.0071	0.024
O	9.9147	7.4381	21.557	-0.0078	-0.0161	0.0446
O	4.5921	14.3119	14.991	-0.0083	-0.0015	0.0109
O	0.6362	13.0814	18.463	0.0157	0.0019	0.0006
O	8.7296	4.2132	16.3125	-0.0065	0.0038	0.0058
O	8.4111	-7.0444	13.5662	0.0149	-0.0035	0.0153
O	-3.1585	-0.4506	19.1591	-0.0116	-0.0106	-0.0205
O	3.3829	11.6111	14.8224	0.0029	-0.0108	0.0123
O	7.1389	6.3591	15.9705	0.0111	-0.0047	0.02
O	4.5251	16.9671	15.6468	0.0014	-0.0092	0.012
O	4.661	1.7197	21.6476	-0.0197	-0.0122	0.0506
O	5.6832	2.4554	19.3909	-0.002	0.0106	-0.0151
O	5.2445	10.1719	18.4315	-0.0128	-0.0016	0.0052
O	1.1727	5.3752	13.3219	0.0013	-0.0012	0.0044
O	4.9264	6.1869	11.144	-0.0076	-0.0006	-0.0378
O	6.3083	8.7579	11.811	-0.0018	0.0088	0.0067
O	2.6466	9.1616	18.5577	0.0078	-0.0005	-0.0034
O	9.296	10.013	21.1826	0.0146	-0.0111	0.0101
O	7.2185	1.0422	21.1998	-0.0126	0.0129	0.0134
O	5.2502	10.3035	13.839	-0.0154	-0.0127	0.0168
O	10.769	3.6193	14.8079	-0.0013	-0.0065	0.0217
O	2.8626	-1.825	13.9311	-0.0031	0.0012	0.0025
O	10.9484	8.6623	19.4078	0.0127	0.0044	-0.0084
O	3.5109	8.5339	10.7888	0.0021	-0.014	-0.0494
O	9.5528	4.2198	8.8195	0.0091	0.0153	-0.0515
O	8.6356	3.1193	10.9969	0.0103	0.0016	-0.0432
O	7.0106	4.4644	18.3518	0.0035	0.009	-0.001
O	2.9984	0.7031	17.8175	0.0069	0.0017	0.0087
H	5.1761	13.6821	15.4546	-0.0003	0.0079	-0.0129
O	9.807	11.6713	12.4529	0.069	-0.0455	0.1
H	10.4778	11.3967	13.1162	-0.1003	0.0315	-0.1066

Results
free energy: -134563.094 eV
free energy less fixed offsets of H -15.97, O -568.88, Si -635.61 eV per atom: -0.314 eV

The program warned: the cutoff lies below the one the program advises for these potential files; the forces do not sum to zero within the program's tolerance; the exchange-correlation potential is rough where the density is thin.
